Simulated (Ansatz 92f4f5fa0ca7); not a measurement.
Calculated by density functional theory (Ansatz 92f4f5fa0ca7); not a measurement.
Periodic cell of 175 atoms, Si99O76, from a study of silicon, its oxide and their interface. The atomic structure is a simulated model.

Settings: functional PBE; potential files Ansatz PAW; basis plane waves; wave-function cutoff 700 eV; density cutoff ratio 5; exchange-correlation grid ratio 2; k mesh 2 x 2 x 1, shifted by 0.5 0.5 0.5 of a step; self-consistency stop 5e-08 eV per atom in the density residual; occupations Fermi-Dirac, 0.05 eV; spin none; net charge 0.

Cell vectors (angstrom)
a	11.5983	0	0
b	0	11.5983	0
c	-4.0061	0.2786	22.7966

Atoms and the computed forces on them: element, x, y, z (angstrom), force x, y, z (eV/angstrom)
Si	7.3214	2.3464	0.8798	-0.0287	-0.387	-0.2036
Si	7.4384	4.7209	0.9559	0.0757	0.2168	0.1468
Si	13.301	9.0885	2.0625	-0.4128	0.2572	-0.0963
Si	8.8004	-2.2544	-0.8145	-0.1317	0.0666	-0.3434
Si	1.5237	5.2348	2.4299	-0.0011	-0.2168	-0.0291
Si	0.0869	10.3992	-0.2989	0.2389	0.2832	-0.1885
Si	3.341	2.8152	0.8921	-0.1009	-0.1557	-0.5009
Si	3.5188	5.3011	1.1988	-0.0103	0.1371	0.2862
Si	-0.4096	5.7846	-1.148	-0.185	-0.0954	0.1944
Si	1.6713	1.7275	2.2943	-0.0183	0.2606	-0.1889
Si	-0.3344	4.7471	0.956	0.449	-0.4079	0.0342
Si	3.4318	7.8908	0.7637	0.4113	-0.1819	-0.5733
Si	5.3363	1.8461	2.0705	-0.0326	0.0521	0.0646
Si	5.5372	5.3322	2.3851	0.0274	-0.0744	-0.0116
Si	5.7288	9.1213	2.3251	-0.7341	-0.1273	-0.1328
Si	9.1655	1.5576	2.1659	-0.0937	0.1682	0.0993
Si	9.2744	5.2231	2.3357	-0.0034	-0.042	-0.2331
Si	8.0554	9.318	2.0965	0.5616	0.2026	0.155
Si	1.5357	3.4216	3.9293	-0.0662	0.1371	0.2914
Si	1.3208	7.2748	3.5628	-0.0745	-0.1155	0.2528
Si	1.745	11.1633	3.2602	0.0276	0.2003	0.2894
Si	5.3999	3.468	3.871	0.1134	0.1097	0.0838
Si	5.3549	7.2689	3.7205	0.0376	-0.0706	0.1802
Si	5.3932	11.3105	3.243	0.0246	0.2404	0.1562
Si	9.1741	3.3897	3.8249	0.0431	-0.1877	-0.0537
Si	9.0437	7.322	3.4434	-0.0207	-0.0879	-0.1662
Si	9.0426	11.1223	3.3292	0.1102	0.088	-0.0765
Si	-0.4906	3.3617	5.1573	-0.0792	0.0139	-0.0344
Si	-0.621	7.2221	4.8892	-0.0405	0.0293	0.0389
Si	-0.4065	11.0828	4.3773	-0.0004	-0.0247	-0.2957
Si	3.4776	3.5143	5.3249	0.0703	-0.142	-0.1071
Si	3.3063	7.2544	4.9404	0.2082	0.1639	-0.1287
Si	3.5788	11.344	4.7048	0.0166	-0.222	-0.2864
Si	7.2752	3.4826	5.3906	-0.1534	-0.09	-0.0671
Si	7.2649	7.2646	5.0805	-0.166	0.2954	-0.0345
Si	7.2582	11.3092	4.8307	-0.1629	-0.2748	-0.0247
Si	-0.4161	1.1807	6.0282	-0.0971	0.0049	0.0449
Si	-0.6603	5.3348	6.4925	-0.1844	0.0189	-0.088
Si	-0.4615	9.3147	5.9058	0.1061	0.061	0.0944
Si	3.5985	1.3916	6.4341	0.101	0.0641	-0.0439
Si	3.2963	5.5361	6.6328	-0.1885	-0.0094	-0.324
Si	3.5399	9.3753	5.9323	0.0482	0.127	-0.0558
Si	7.3484	1.3575	6.552	0.3265	-0.0183	-0.1011
Si	7.0468	5.597	6.7559	0.1933	-0.0076	-0.1655
Si	7.3188	9.3396	6.2378	0.0425	0.0956	0.0558
Si	1.5425	0.6096	7.2078	-0.1616	-0.0462	0.0447
Si	1.2654	5.4444	7.8438	-0.043	0.045	-0.0797
Si	1.5422	9.8632	7.0224	-0.1176	-0.1037	0.1083
Si	5.4684	0.5766	7.7711	-0.0405	0.0582	0.418
Si	5.0149	6.0262	8.184	-0.1784	-0.1718	0.5945
Si	5.3087	9.795	7.4421	-0.0955	-0.3304	0.0062
Si	9.4435	0.6171	7.5336	0.1164	-0.0332	-0.3746
Si	9.0472	5.8172	7.9787	0.2758	0.2996	-0.008
Si	9.3931	9.704	7.4171	0.0043	0.3143	-0.0738
Si	4.3273	8.3856	9.094	-0.0784	0.2511	0.1774
Si	0.5984	7.1751	9.357	0.1019	-0.03	0.2654
Si	1.2677	1.0538	9.4692	-0.1283	0.0677	-0.1821
Si	5.9533	4.7115	10.759	0.1123	-0.143	0.4476
Si	11.4565	2.0308	16.5766	-0.0569	0.0134	0.0825
Si	6.1125	0.4237	10.913	0.008	0.1061	0.2701
Si	10.7424	3.5627	10.4176	0.01	0.0636	0.0278
Si	9.9319	7.8629	8.9244	-0.0221	-0.1236	-0.1779
Si	10.4648	1.4321	9.5114	-0.0823	-0.1484	-0.0015
Si	9.2201	0.1091	10.9392	0.5622	0.4456	-0.2773
Si	1.946	9.0164	9.1461	0.0639	-0.0553	-0.3231
Si	1.3945	4.0001	9.6881	0.0496	-0.5755	-0.4752
Si	7.7537	4.2407	16.2959	-0.1075	0.0723	-0.0339
Si	5.7011	2.5691	12.9439	0.0127	-0.25	0.3715
Si	4.3992	9.5051	11.2178	0.4015	-0.3215	-0.0152
Si	7.2908	1.9521	23.8327	0.1192	-0.0516	-0.1889
Si	9.3086	8.8491	10.9639	-0.1608	0.1888	0.0424
Si	1.5829	-0.8669	10.8153	0.9712	-0.4369	0.0796
Si	5.3805	1.2274	15.5265	-0.1365	0.0523	0.1197
Si	7.9423	1.7255	14.5234	-0.0017	0.0294	0.2572
Si	11.3327	3.7212	12.6883	-0.14	-0.1332	0.1221
Si	11.1663	-0.8146	12.1618	-0.9669	-0.1119	0.407
Si	1.8191	5.3746	11.4592	-0.0439	0.3545	0.7265
Si	9.393	0.6816	18.5452	-0.0671	-0.0161	-0.2193
Si	3.9952	-0.5893	19.405	0.1414	0.232	-0.4814
Si	8.8302	4.8066	10.096	0.0877	-0.1497	0.0836
Si	3.8145	7.069	13.05	-0.0275	0.0183	0.4118
Si	9.2431	8.5547	21.1257	0.2513	0.0662	-0.4164
Si	2.3278	7.9948	15.4148	0.0498	-0.0066	0.1002
Si	10.4829	4.8552	15.3489	-0.0001	-0.0812	0.1349
Si	2.3972	1.709	20.7917	-0.0443	0.0945	-0.3153
Si	6.3431	8.4392	17.2269	-0.0075	-0.0245	-0.122
Si	4.6316	6.6229	19.2891	-0.4474	0.2089	-0.5828
Si	6.5441	4.2773	19.1829	-0.195	-0.2675	-0.474
Si	-0.5462	2.1854	20.6843	0.154	-0.0071	-0.1179
Si	10.9856	12.4261	13.916	0.1084	0.2197	0.3194
Si	1.9715	6.3124	17.859	-0.0251	-0.0517	0.0006
Si	7.6664	6.7167	12.0674	0.1022	0.0566	0.3146
Si	4.9126	6.6049	21.5851	0.0249	-0.2958	-0.6519
Si	6.249	1.4099	18.5291	-0.0284	-0.0078	-0.2955
Si	6.3381	6.341	14.7946	-0.0598	-0.1238	0.362
Si	1.2853	3.3501	18.731	0.0773	0.0792	-0.1902
Si	9.3024	9.1167	18.1761	-0.0113	0.1084	-0.324
Si	11.4233	7.5785	16.5706	-0.0747	0.0692	0.0716
Si	4.1567	-1.2873	16.494	-0.0003	0.0839	-0.0212
O	8.0352	-1.6818	0.5011	0.0277	-0.074	0.2929
O	10.2429	-1.5524	-0.9204	-0.0477	-0.06	0.0959
O	8.8718	-3.8312	-0.4642	-0.0238	0.1973	0.267
O	11.987	9.5476	1.0677	0.2397	-0.4598	0.384
O	4.8944	8.7095	0.8882	-0.0622	-0.149	0.4036
O	7.1569	3.4425	23.0946	0.0629	0.2886	0.3562
O	7.3568	4.0108	10.2395	0.2213	0.1469	-0.0262
O	5.642	0.9078	9.4193	-0.1231	-0.067	-0.4315
O	4.9604	4.8871	9.4757	-0.1047	0.4136	-0.6043
O	5.345	3.8882	12.0498	-0.0217	0.1669	-0.3204
O	3.2718	6.0027	11.9357	-0.1533	-0.1052	-0.3114
O	3.0885	-1.1243	11.582	-0.2383	0.053	-0.2507
O	2.147	2.4799	9.7363	-0.7537	0.2584	0.0991
O	5.2915	1.2893	12.0295	0.0807	-0.0636	-0.2224
O	6.5554	7.457	15.9547	-0.0116	-0.008	-0.1138
O	6.4727	4.8682	15.4995	0.0348	0.0691	-0.0752
O	7.3158	2.5891	13.2792	-0.0053	0.0424	-0.1764
O	0.8046	6.5923	10.947	-0.0774	0.088	-0.1604
O	0.8226	8.5565	15.7121	0.0159	-0.0628	-0.0337
O	1.6175	4.7335	17.966	-0.0067	-0.0733	0.0556
O	5.3824	7.7531	18.3479	-0.0189	-0.1438	0.2879
O	0.5671	7.148	17.9771	-0.0067	-0.0034	-0.0887
O	0.4727	7.1948	-1.2895	-0.0369	-0.319	-0.1756
O	7.3771	4.9484	20.4123	0.2817	0.4536	0.4335
O	5.4217	0.1732	19.1779	-0.0928	-0.1101	0.1702
O	8.8173	10.2645	10.2336	0.2245	-0.3818	0.3105
O	3.4584	-1.1412	17.9625	-0.0279	0.018	0.2056
O	3.0154	7.9961	-0.8268	-0.1718	0.0607	0.2113
O	-1.1139	2.7628	22.093	0.0303	0.0905	0.4292
O	6.3091	6.2203	11.3025	-0.1447	0.0951	-0.0962
O	3.3691	9.2117	15.6278	-0.0646	-0.0639	-0.0701
O	-0.1145	3.38	19.6165	-0.0611	-0.0606	0.12
O	9.9681	1.1777	19.9956	0.0477	0.0691	0.1449
O	9.6677	-0.9002	18.2697	0.0075	-0.0604	0.0622
O	7.5285	4.2259	17.8913	0.022	0.064	0.1656
O	1.1573	4.5687	12.7599	0.1539	0.1349	-0.2825
O	10.1472	1.5282	17.3888	-0.0262	-0.0082	0.066
O	5.6325	1.8032	17.0475	0.0136	-0.0063	0.0157
O	9.3539	1.027	14.1752	0.2232	-0.206	-0.2014
O	4.5404	8.3713	12.3996	-0.0409	0.182	0.0064
O	7.706	0.729	11.1826	-0.0717	0.002	0.1175
O	7.9926	8.2764	11.761	-0.0294	-0.0855	-0.0056
O	9.6925	8.3925	19.5714	-0.1025	-0.0667	0.2915
O	8.1212	2.7523	15.775	0.0034	-0.066	-0.1075
O	4.2059	0.1043	15.6394	0.0465	-0.0424	-0.03
O	6.816	0.6089	14.9762	0.0449	0.1218	-0.0656
O	7.7313	8.8708	17.9107	0.0218	-0.039	0.1159
O	0.0848	12.028	-0.0501	-0.1406	-0.0354	0.1856
O	9.0398	5.1855	16.0152	0.0463	-0.0615	-0.0442
O	4.8687	6.4103	14.1083	-0.0677	0.0317	-0.1889
O	2.9005	0.4256	19.9735	-0.0307	0.0067	0.1512
O	1.1358	2.1643	17.5928	0.0285	0.0486	0.0734
O	6.1046	2.7269	19.4854	0.0562	0.2147	0.1697
O	10.4464	9.2348	12.1266	0.232	-0.0154	-0.1202
O	10.0862	8.4074	16.9318	-0.008	-0.0161	0.0431
O	4.9381	2.3779	14.4145	0.0799	0.0337	-0.1842
O	0.1414	0.9311	15.392	-0.1021	-0.0279	-0.1679
O	7.7979	0.9468	18.4362	0.0446	0.0259	0.0614
O	7.511	6.519	13.6749	0.0515	0.022	-0.3669
O	3.7239	5.6268	22.2105	0.0316	0.0661	0.1707
O	2.475	7.508	13.8778	0.0301	0.0128	-0.133
O	8.8969	5.8599	11.3985	-0.048	-0.1415	-0.1106
O	2.6437	6.7184	16.4122	-0.0452	0.0667	-0.0373
O	5.7449	10.4569	11.1869	-0.1708	-0.0723	0.036
O	3.0125	6.719	19.0276	0.1037	-0.0286	-0.0007
O	10.3361	4.4882	13.7604	0.0903	-0.0313	-0.174
O	5.6957	-1.7626	16.705	-0.0265	-0.075	-0.0237
O	11.1884	3.5417	16.0145	-0.0218	0.092	-0.008
O	5.2091	5.1475	18.8057	0.0657	0.0392	0.2699
O	7.2738	1.6778	-0.6661	0.0783	0.2172	0.3782
O	11.5591	13.746	13.1069	0.0764	-0.1471	0.0496
O	0.8263	1.3895	21.0983	-0.0722	-0.0083	0.1272
O	11.276	6.2466	15.6287	0.0248	-0.0392	-0.0364
O	4.1176	-1.7856	20.5031	0.0707	-0.168	0.4581
O	8.7588	10.112	21.3861	-0.104	-0.0012	0.1924
O	2.4961	3.002	19.7751	-0.0533	-0.0944	0.1116

Results
free energy: -106162.247 eV
free energy less fixed offsets of O -569.03, Si -635.61 eV per atom: 9.423 eV
pressure: -0.49 GPa
stress xx, yy, zz, yz, xz, xy (GPa, positive in tension): 0.3, 0.88, 0.3, 0.26, -0.01, 0.08

The program warned: the cutoff lies below the one the program advises for these potential files.
